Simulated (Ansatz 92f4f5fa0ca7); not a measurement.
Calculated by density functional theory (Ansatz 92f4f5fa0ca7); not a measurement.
Periodic cell of 215 atoms, Si133O82, from a study of silicon, its oxide and their interface. The atomic structure is a simulated model.
Doubt: the cutoff is far below the 930 eV that the study's wrapper takes by default for these files, so forces and energies are approximate.
This geometry differs little from another in the collection (a relaxation step or a small displacement).

Settings: functional PBE; potential files Ansatz PAW; basis plane waves; wave-function cutoff 580 eV; density cutoff ratio 5; exchange-correlation grid ratio 1; k mesh 1 x 1 x 1, Gamma-centred; self-consistency stop 5e-08 eV per atom in the density residual; occupations fixed; spin none; net charge 0.

Cell vectors (angstrom)
a  10.938  0  0
b  0  10.938  0
c  0  0  31.3293

Atoms: element, x, y, z (angstrom)
Si  10.3864  0.4962  24.0265
Si  5.0022  0.4048  23.9051
Si  3.1644  2.1167  23.8719
Si  8.4992  2.3042  23.886
Si  10.4972  5.9288  23.826
Si  5.1337  5.7672  23.8428
Si  3.3394  7.5153  23.8122
Si  8.8113  7.7252  23.8528
Si  1.35  1.3488  25.238
Si  6.8039  1.3113  25.2156
Si  4.0757  4.0277  25.0959
Si  9.5611  4.0999  25.089
Si  1.4066  6.7863  25.0915
Si  6.8795  6.8437  25.0703
Si  4.0875  9.4781  25.0945
Si  9.5667  9.5367  25.2302
Si  2.7162  -0.0874  26.5228
Si  8.1705  -0.0573  26.5653
Si  0.0166  2.7918  26.5315
Si  5.4834  2.7557  26.5347
Si  2.7109  5.4001  26.507
Si  8.1837  5.4427  26.4982
Si  0.0857  8.2072  26.528
Si  5.5263  8.2185  26.5001
Si  4.1018  1.3673  27.911
Si  9.5708  1.3673  27.911
Si  1.3673  4.1018  27.911
Si  6.8362  4.1018  27.911
Si  4.1018  6.8362  27.911
Si  9.5708  6.8362  27.911
Si  1.3673  9.5708  27.911
Si  6.8362  9.5708  27.911
Si  0  0  29.2783
Si  5.469  0  29.2783
Si  2.7345  2.7345  29.2783
Si  8.2035  2.7345  29.2783
Si  0  5.469  29.2783
Si  5.469  5.469  29.2783
Si  2.7345  8.2035  29.2783
Si  8.2035  8.2035  29.2783
Si  1.3673  1.3673  30.6455
Si  6.8362  1.3673  30.6455
Si  4.1018  4.1018  30.6455
Si  9.5708  4.1018  30.6455
Si  1.3673  6.8362  30.6455
Si  6.8362  6.8362  30.6455
Si  4.1018  9.5708  30.6455
Si  9.5708  9.5708  30.6455
Si  2.7345  0  0.6835
Si  8.2035  0  0.6835
Si  0  2.7345  0.6835
Si  5.469  2.7345  0.6835
Si  2.7345  5.469  0.6835
Si  8.2035  5.469  0.6835
Si  0  8.2035  0.6835
Si  5.469  8.2035  0.6835
Si  4.1018  1.3673  2.0507
Si  9.5708  1.3673  2.0507
Si  1.3673  4.1018  2.0507
Si  6.8362  4.1018  2.0507
Si  4.1018  6.8362  2.0507
Si  9.5708  6.8362  2.0507
Si  1.3673  9.5708  2.0507
Si  6.8362  9.5708  2.0507
Si  0  0  3.418
Si  5.469  0  3.418
Si  2.7345  2.7345  3.418
Si  8.2035  2.7345  3.418
Si  0  5.469  3.418
Si  5.469  5.469  3.418
Si  2.7345  8.2035  3.418
Si  8.2035  8.2035  3.418
Si  1.3331  1.3637  4.8641
Si  6.8374  1.3646  4.7629
Si  4.0954  4.106  4.812
Si  9.6008  4.092  4.7082
Si  1.3361  6.8542  4.7511
Si  6.8738  6.8884  4.8781
Si  4.1114  9.5981  4.6998
Si  9.5507  9.5869  4.9587
Si  2.7731  -0.0592  6.1162
Si  8.0864  0.1172  6.3459
Si  -0.0481  2.815  6.1982
Si  5.5058  2.7413  6.1404
Si  2.6813  5.4893  6.1181
Si  8.3579  5.4537  6.1358
Si  0.0785  8.133  6.3041
Si  5.5189  8.433  6.1552
Si  4.3843  1.0789  7.3987
Si  9.0401  1.9954  7.5044
Si  0.9899  4.5248  7.5153
Si  7.2999  3.7366  7.3688
Si  3.8201  7.2334  7.196
Si  10.1184  6.2781  7.5624
Si  2.0918  8.9456  7.3615
Si  6.1419  10.3533  7.6434
O  1.9021  9.3819  8.9557
O  9.3649  6.7815  8.9972
O  4.8543  6.6539  8.3859
O  9.574  1.482  9.0056
O  1.7326  3.8202  8.8647
O  6.7529  4.6399  8.6744
O  3.5555  1.7737  8.6894
O  6.4454  10.1958  9.3133
O  2.7529  7.9013  22.2928
O  0.1638  10.7033  22.7128
O  5.8648  5.0584  22.484
O  5.7161  10.843  22.4627
O  8.5955  8.4652  22.3592
O  7.5729  2.9123  22.5995
O  2.3812  2.3815  22.4112
O  11.0615  5.4487  22.3055
Si  0.9035  1.5266  16.0284
Si  5.6873  10.0201  10.7575
Si  4.8677  9.2823  16.4166
Si  4.722  2.0466  19.883
Si  7.5126  10.4345  15.8786
Si  9.0561  2.1986  17.0284
Si  2.9869  5.5157  16.1
Si  8.6278  8.9986  20.8247
Si  5.698  10.3071  20.9262
Si  2.8589  7.9068  18.0559
Si  7.5759  4.7056  15.8909
Si  1.8563  2.3681  20.8684
Si  4.8893  7.1798  14.1479
Si  0.4619  8.0431  14.0074
Si  0.0959  4.8687  20.7871
Si  6.4631  3.7406  21.7173
Si  9.6458  6.9152  10.6016
Si  2.6904  6.8685  12.227
Si  4.079  4.1405  11.4253
Si  2.9178  8.6826  20.8842
Si  10.5569  1.4326  10.3007
Si  0.0511  9.604  11.6056
Si  9.6109  6.6695  18.8952
Si  0.3686  10.6604  21.1078
Si  2.635  9.1255  10.3791
Si  2.4195  2.5114  9.6039
Si  8.52  3.9615  19.4723
Si  6.0578  0.767  13.3913
Si  1.9459  9.6969  16.1231
Si  5.592  5.5692  9.3385
Si  3.7077  2.0841  14.947
Si  6.7938  7.2599  11.7846
Si  1.3241  3.6927  14.2114
Si  6.9494  3.6866  13.0406
Si  9.1015  7.5388  16.0329
Si  5.0653  3.6162  17.1433
Si  10.014  4.1483  11.9764
O  2.7469  7.6177  19.6463
O  2.5461  1.7728  16.1216
O  3.7778  7.737  13.0895
O  1.6818  4.8772  15.3169
O  6.9979  2.0911  13.3053
O  6.2178  6.7917  13.2529
O  3.0959  1.96  19.8879
O  5.1813  2.78  18.515
O  7.1477  4.1664  20.3016
O  1.6208  8.5527  15.0222
O  10.1954  7.3343  14.8355
O  4.4381  9.271  20.7793
O  4.9652  2.6692  15.8151
O  2.854  3.0713  13.9084
O  1.7179  9.7945  20.7666
O  8.0824  6.2634  15.9211
O  1.822  9.1221  17.651
O  2.4309  6.6723  17.0914
O  6.954  10.7044  14.3488
O  0.0069  6.1254  19.7053
O  5.5138  3.9174  12.225
O  4.4438  4.588  9.9057
O  1.1972  1.4538  9.8883
O  6.4061  4.5337  17.026
O  3.6932  4.4865  17.1428
O  8.4  9.0347  15.9271
O  10.5611  8.2723  10.7495
O  7.1634  9.684  20.536
O  0.8244  10.847  15.8826
O  8.7798  7.7159  19.8276
O  6.8637  4.4624  14.4553
O  0.2886  4.2824  13.0951
O  0.4519  2.4004  14.7302
O  3.1805  5.3137  12.1636
O  8.7138  3.5174  16.0894
O  4.1117  9.7772  10.4262
O  3.5287  10.1239  15.9426
O  0.6604  1.2613  20.597
O  10.7044  9.2875  13.1881
O  5.4071  0.5727  19.8628
O  5.194  2.8116  21.2534
O  10.282  5.465  11.0386
O  10.2407  2.732  11.2217
O  10.6975  1.954  17.1341
O  9.732  3.9016  20.5655
O  1.6718  9.822  11.4956
O  1.2306  7.0189  12.9719
O  6.3435  8.7824  11.5532
O  9.9021  10.0202  20.5061
O  8.4076  7.1639  11.6475
O  1.3737  3.8918  20.5064
O  3.0917  2.8767  11.0832
O  2.6744  7.5113  10.722
O  4.1432  5.9981  15.0247
O  8.3412  0.806  16.4731
O  9.8998  7.4076  17.4685
O  6.1495  10.2187  16.7933
O  8.5261  2.6139  18.5328
O  5.3551  8.3322  15.1847
O  4.4063  8.3644  17.6945
O  6.2101  6.3306  10.6123
O  8.403  4.1475  12.3885
O  8.7271  5.3232  18.5763
O  5.8647  0.2949  11.8333
O  4.5281  1.0153  13.9906
O  10.2432  0.033  11.1154

Results
free energy: -131181.430 eV
free energy less fixed offsets of O -568.88, Si -635.61 eV per atom: 2.860 eV

Forces (eV/angstrom), in the order of the atoms: element, x, y, z
Si  0.4481  -0.4169  -0.1967
Si  0.507  -0.3891  -0.3043
Si  -0.5787  0.2933  -0.2794
Si  -0.532  0.3817  -0.0493
Si  0.5138  -0.5571  -0.4188
Si  0.5187  -0.5664  -0.08
Si  -0.6337  0.5801  -0.2318
Si  -0.4288  0.698  -0.3232
Si  -0.0582  0.0216  -0.0271
Si  -0.0515  0.0097  0.0695
Si  0.0055  -0.0162  0.0063
Si  -0.0288  -0.0062  0.0519
Si  0.0843  0.0413  0.1147
Si  0.0268  -0.0022  0.0399
Si  0.0255  -0.0511  -0.0574
Si  0.0034  0.0407  0.0473
Si  0.0214  0.0148  0.1373
Si  -0.0247  -0.0015  0.1718
Si  0.006  -0.0006  0.1288
Si  0.0277  0.0136  0.0903
Si  0.0327  0.0198  0.0851
Si  0.0133  0.0139  0.0871
Si  0.0137  -0.0347  0.0715
Si  -0.006  -0.0198  0.0611
Si  -0.0769  -0.1977  -0.4144
Si  -0.0082  0.057  -0.3688
Si  -0.0426  0.0655  0.3859
Si  -0.0216  0.1189  0.0954
Si  0.1008  -0.1304  -0.6062
Si  0.1237  -0.0676  -0.5083
Si  0.1206  -0.1575  0.514
Si  -0.1823  -0.1886  0.5003
Si  0.0347  -0.0136  -0.0312
Si  -0.0247  -0.0468  -0.0008
Si  -0.1016  -0.0392  -0.0251
Si  -0.0287  0.0058  -0.0239
Si  0.0508  0.0043  0.0036
Si  0.0181  -0.0036  -0.0288
Si  -0.0613  0.0544  -0.0092
Si  -0.0492  0.0409  -0.0203
Si  0.0092  -0.0044  -0.0293
Si  0.0057  -0.0015  0.0036
Si  0.0485  0.0181  -0.0481
Si  0.0125  -0.0028  -0.0041
Si  0.0215  0.0003  0.0039
Si  0.0025  -0.0345  -0.0308
Si  0.0096  -0.0228  -0.0028
Si  0.0016  0.0131  -0.0367
Si  -0.0525  0.0321  0.0127
Si  0.0283  -0.0645  -0.0009
Si  0.053  -0.0286  0.0217
Si  -0.0957  0.0639  0.0034
Si  0.0157  -0.0927  -0.0038
Si  -0.0642  0.0357  0.0143
Si  -0.0147  0.0435  0.0025
Si  0.0488  0.0141  0.0164
Si  0.0981  -0.0298  -0.0194
Si  -0.0936  -0.0086  -0.0084
Si  0.0021  0.0984  0.0001
Si  0.071  -0.0208  0.0283
Si  -0.0219  0.0189  -0.0084
Si  0.0934  -0.0201  0.0038
Si  0.0396  -0.0647  0.0334
Si  -0.0049  0.106  0.0189
Si  -0.2769  -0.0699  0.8102
Si  0.1564  0.2542  -0.6129
Si  -0.1382  -0.1711  0.4665
Si  -0.0051  -0.1297  -0.2966
Si  0.1276  0.0832  -0.5876
Si  0.1413  0.3225  0.6431
Si  -0.0465  -0.0645  -0.2901
Si  0.2416  0.2189  0.6825
Si  0.0508  0.0619  -0.0862
Si  -0.0768  -0.0249  -0.0385
Si  -0.0042  -0.0053  0.025
Si  -0.0004  0.0649  -0.0422
Si  0.0108  -0.0276  -0.0551
Si  0.0154  -0.0627  -0.05
Si  0.0924  0.0699  -0.1513
Si  -0.0418  -0.0302  -0.0097
Si  -0.0032  -0.0964  0.0235
Si  0.0331  0.0887  0.0189
Si  -0.1285  0.0096  0.1018
Si  0.0496  -0.0702  0.077
Si  -0.0811  0.0483  0.0543
Si  -0.0627  -0.0989  -0.0563
Si  0.1278  0.0039  0.0558
Si  -0.1049  0.0238  0.0077
Si  -0.5776  0.4821  -0.0651
Si  0.4308  -0.5641  0.1176
Si  0.5295  -0.4705  0.0458
Si  -0.303  0.6398  -0.1292
Si  0.6061  -0.2837  -0.2004
Si  -0.5052  0.4087  0.1194
Si  -0.4343  0.2823  0.0015
Si  0.4296  -0.3581  0.2718
O  0.1058  -0.1027  -0.1148
O  0.1368  -0.1898  -0.3104
O  -0.0615  -0.0229  0.1708
O  -0.17  0.1157  -0.2114
O  -0.1459  0.2066  -0.131
O  0.0245  -0.1312  0.0158
O  0.2774  -0.1651  -0.0654
O  -0.0512  0.1358  -0.4348
O  0.1598  -0.2295  0.2391
O  -0.0318  0.084  0.0385
O  -0.1391  0.1843  0.1526
O  -0.1777  0.2718  0.3516
O  0.1275  -0.3475  0.3361
O  0.1512  -0.0539  0.0472
O  0.2352  -0.1138  0.2735
O  -0.2373  0.2643  0.3969
Si  -0.0691  -0.0492  -0.1302
Si  -0.0008  -0.1046  0.2253
Si  -0.0756  -0.0812  -0.0376
Si  -0.0121  -0.0225  -0.2693
Si  -0.0026  0.0057  -0.0643
Si  -0.0309  -0.0153  -0.0566
Si  0.0742  0.0381  -0.1149
Si  0.0248  -0.0703  -0.3002
Si  -0.0893  -0.0204  -0.2773
Si  0.0476  0.0079  -0.1199
Si  0.0277  0.0019  0.0508
Si  0.1319  -0.0679  -0.1787
Si  -0.1042  -0.0076  0.0793
Si  -0.0392  0.0721  -0.0731
Si  -0.1178  0.0529  -0.3025
Si  0.0855  -0.0179  -0.1054
Si  0.1005  0.1129  0.3741
Si  -0.0874  0.0248  0.1866
Si  0.2046  0.2055  0.1843
Si  0.0326  0.0162  -0.0641
Si  -0.0672  -0.0744  0.2131
Si  -0.0361  0.0273  0.2217
Si  -0.0768  0.021  -0.053
Si  -0.0766  0.0075  -0.1385
Si  -0.2265  -0.0124  0.3371
Si  -0.0062  -0.0207  0.2457
Si  0.1406  0.0979  -0.1998
Si  0.057  0.0797  0.0651
Si  -0.0278  -0.0484  -0.0754
Si  -0.0972  -0.0316  0.0033
Si  -0.0111  0.0048  -0.0443
Si  0.0061  0.0224  0.0884
Si  0.0665  0.1473  0.0271
Si  -0.0259  -0.0856  -0.0281
Si  0.1085  0.0155  -0.0117
Si  -0.0556  0.0902  -0.0434
Si  -0.1432  -0.0397  0.1046
O  -0.0042  0.0098  0.0423
O  0.0045  -0.0396  0.044
O  0.0223  0.038  -0.041
O  -0.0346  -0.0802  -0.0067
O  0.0204  -0.0334  0.0039
O  0.0001  -0.012  -0.0935
O  -0.0604  -0.0082  0.0786
O  0.0016  -0.0578  0.135
O  -0.0837  0.0125  0.1458
O  0.0265  0.0236  0.0186
O  -0.0207  -0.0149  -0.0095
O  0.0248  0.0155  0.0643
O  -0.0615  -0.0318  -0.0494
O  0.0412  -0.0626  -0.0348
O  -0.0055  -0.0552  0.0584
O  -0.0135  -0.0403  -0.0324
O  0.0657  -0.0319  0.0131
O  -0.0447  0.022  0.1011
O  0.0033  -0.0069  -0.0371
O  0.0537  -0.0963  0.1357
O  -0.0407  0.0072  -0.0615
O  -0.1202  -0.0733  -0.1532
O  0.1195  0.0059  -0.1632
O  -0.0059  -0.0105  -0.0033
O  -0.0161  -0.0531  0.104
O  -0.0235  0.028  -0.006
O  -0.041  -0.1474  -0.1444
O  -0.046  0.0462  0.134
O  0.0464  0.0573  0.0313
O  -0.0062  0.0106  0.0783
O  -0.0017  0.0511  -0.0076
O  -0.0134  -0.0774  -0.0097
O  0.0514  0.0334  -0.0021
O  -0.0024  -0.0824  -0.1082
O  0.0385  -0.0244  0.0067
O  -0.0182  0.0564  -0.1134
O  0.0232  0.0092  0.0126
O  0.0022  0.071  0.1023
O  0.0097  0.0243  -0.1189
O  0.0377  -0.024  0.1326
O  0.021  0.0361  0.2221
O  0.015  0.0968  -0.0958
O  0.0308  -0.0003  -0.0605
O  0.0124  0.0073  0.049
O  -0.0436  -0.0097  0.0987
O  0.084  0.0449  -0.0643
O  0.0178  -0.0156  -0.0485
O  0.0064  0.0067  -0.0533
O  0.0085  0.0111  0.1239
O  0.0473  -0.0136  -0.1109
O  0.0572  0.0319  0.0769
O  -0.1935  -0.1604  -0.2629
O  0.0773  0.0007  -0.1353
O  0.0454  0.027  -0.0143
O  0.0081  0.0271  0.0346
O  -0.0029  -0.0021  0.0862
O  0.0083  0.0052  0.0299
O  0.0036  0.0299  0.0904
O  -0.0028  0.0037  -0.0333
O  -0.0752  0.0244  0.0643
O  -0.0097  -0.0141  -0.0857
O  0.0228  0.0331  0.0064
O  -0.0363  -0.1076  0.0492
O  -0.0245  0.0036  -0.0818
O  -0.0809  0.0453  0.0201
O  0.0274  0.0929  -0.1118

The program warned: the cutoff lies below the one the program advises for these potential files; the exchange-correlation potential is rough where the density is thin.
